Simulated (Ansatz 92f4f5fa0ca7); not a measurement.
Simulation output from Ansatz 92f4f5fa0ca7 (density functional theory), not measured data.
Periodic cell of 192 atoms, Si128O64, from a study of silicon, its oxide and their interface. The atomic structure is a simulated model.
This geometry differs little from another in the collection (a relaxation step or a small displacement).

Settings: functional r2SCAN; potential files Ansatz PAW; basis plane waves; wave-function cutoff 800 eV; density cutoff ratio 5; exchange-correlation grid ratio 1; k mesh 1 x 1 x 1, shifted by 0.5 0.5 0 of a step; self-consistency stop 1e-10 eV per atom in the density residual; occupations fixed; spin none; net charge 0.

Cell vectors (angstrom)
a	10.88	0	0
b	0	10.88	0
c	5.2363	-0.2075	29.9364

Atoms and the computed forces on them: element, x, y, z (angstrom), force x, y, z (eV/angstrom)
Si	1.6131	-1.6084	0.0199	0.0106	-0.01	0.0518
Si	4.3753	1.1291	0.1444	0.0091	-0.0137	0.0478
Si	1.106	4.3327	0.0357	-0.0107	0.0099	0.0511
Si	3.8286	-3.8244	0.021	-0.0099	0.0108	0.0521
Si	-4.3125	-1.0643	0.1452	-0.0124	0.0094	0.0478
Si	-1.6583	1.5927	0.1538	-0.0093	0.0133	0.0473
Si	7.0304	3.7802	0.1535	0.0137	-0.0092	0.0472
Si	-1.1086	-4.3334	0.0338	0.0097	-0.0108	0.0511
Si	2.7428	-0.0352	1.3609	-0.0015	0.0011	-0.0036
Si	5.489	2.6669	1.5055	-0.0006	0.001	-0.0016
Si	2.6949	-5.4084	1.3531	0.0014	-0.0014	-0.0046
Si	5.4007	-2.6938	1.3618	0.0012	-0.0016	-0.0035
Si	-2.7728	0.0499	1.5039	0.0011	-0.0009	-0.002
Si	-0.0284	2.7564	1.3692	0.0012	-0.0018	-0.0041
Si	8.1926	5.413	1.3662	-0.0014	0.0013	-0.0038
Si	0.0281	-2.7427	1.3516	-0.0013	0.0014	-0.0046
Si	1.3575	1.3588	2.6708	-0.0002	0	0.0008
Si	4.0674	4.0941	2.7039	0.0005	-0.0003	0.0012
Si	1.3607	-4.0753	2.7748	0.0001	0.0002	-0.0002
Si	4.0695	-1.3667	2.7858	-0.0003	-0.0002	-0.0008
Si	6.7986	1.3582	2.9205	0.0001	0.0003	0.0013
Si	9.5212	4.085	2.7912	0.0002	0.0001	-0.0007
Si	6.795	6.7993	2.6679	-0.0002	-0.0001	0.0009
Si	-1.3472	-1.3704	2.7053	-0.0003	0.0003	0.0013
Si	0.0096	0.0035	4.0633	-0.0003	-0.0006	0
Si	2.7083	2.7177	4.0527	0.0002	0.0003	0.0003
Si	0.0006	5.4445	4.1218	-0.0001	0	0.0006
Si	2.7153	-2.7209	4.1332	-0.0002	-0.0002	0.0006
Si	5.4126	-0.0271	4.1707	0.0004	0.0003	-0.0001
Si	8.1823	2.7415	4.1808	-0.0002	-0.0003	0
Si	5.4417	5.45	4.0601	-0.0004	-0.0006	0.0001
Si	8.1541	-2.7317	4.0501	0.0003	0.0003	0.0003
Si	1.3508	-1.3624	10.8449	-0.0005	-0.0003	-0.0006
Si	4.0921	1.3535	10.9077	0.0002	-0.0001	0.0002
Si	1.3549	4.0897	10.906	0.0001	-0.0001	0.0002
Si	4.0477	-4.096	10.8193	-0.0006	-0.0003	-0.0002
Si	6.8046	-1.3458	10.9057	0.0001	0.0001	0.0003
Si	-1.3631	1.3499	10.8477	-0.0003	-0.0005	-0.0006
Si	6.7847	4.0469	10.8218	-0.0005	-0.0005	-0.0001
Si	-1.345	6.8038	10.903	0.0003	-0.0001	0.0004
Si	2.6856	-0.0124	12.2191	0.0002	0.0002	0.0003
Si	5.4767	2.7167	12.2506	-0.0004	-0.0009	-0.0006
Si	2.7173	5.4766	12.2486	-0.0007	-0.0004	-0.0008
Si	5.3835	-2.7408	12.1645	0.0002	0.0003	-0.0007
Si	-2.6826	0.0196	12.2593	-0.0001	-0.0009	-0.0004
Si	-0.0104	2.6845	12.2195	0.0002	0	0.0002
Si	8.1411	5.3843	12.1643	0.0003	-0.0002	-0.0007
Si	0.0189	-2.6812	12.2563	-0.0006	-0.0001	-0.0007
Si	1.333	1.3313	13.6099	-0.0006	-0.0007	0.0026
Si	4.0924	4.0929	13.5614	0.0002	0	0.0006
Si	1.3716	-4.023	13.6268	0.0007	0.0003	0.001
Si	4.0132	-1.4135	13.5391	-0.0009	-0.001	0.0003
Si	-4.0234	1.3728	13.6293	0.0006	0.0006	0.0011
Si	-1.4119	4.0135	13.5385	-0.001	-0.0012	0.0005
Si	6.7556	-4.1249	13.4459	-0.0004	-0.0004	0.0009
Si	-1.3042	-1.3045	13.6452	0.0009	0.0009	0.0011
Si	0.0242	0.0245	15.1422	0.0007	0.0007	-0.0063
Si	2.7361	2.7372	14.8884	-0.0011	-0.0012	-0.0018
Si	-0.0551	-5.4449	14.7986	-0.0009	-0.0007	-0.0035
Si	2.6847	-2.6749	15.0814	-0.0003	0.0015	-0.0029
Si	5.433	-0.0543	14.7989	0	-0.0009	-0.0036
Si	-2.674	2.6862	15.081	0.0015	-0.0003	-0.003
Si	5.4437	5.4427	14.9093	0.0012	0.0012	-0.0024
Si	-2.7558	-2.7549	14.7443	-0.0009	-0.0011	-0.0039
Si	1.6859	-1.0015	16.4986	-0.0057	-0.0007	0.0735
Si	3.962	1.1543	16.1035	0.0103	0.0029	0.0501
Si	1.1537	3.9643	16.1029	0.0036	0.0094	0.0501
Si	4.3435	-3.8433	16.2391	-0.0033	-0.0042	0.0543
Si	6.5762	-1.6433	16.0588	0.0104	0.0057	0.0604
Si	-1.0017	1.6881	16.4971	-0.0005	-0.0057	0.0738
Si	-3.842	4.344	16.2407	-0.004	-0.0032	0.0543
Si	-1.6445	-4.3019	16.0589	0.0059	0.0097	0.0603
Si	1.3383	1.3834	-4.2496	0.0008	0.0001	0.1777
Si	-2.575	0.2591	21.1577	-0.0169	-0.0151	0.1329
Si	6.8218	-4.0999	-4.2479	0.0006	-0.0003	0.1776
Si	-0.5071	1.5923	19.4782	-0.0002	0.0106	0.126
Si	-1.6314	-3.766	18.8984	0.0081	-0.0047	0.126
Si	2.4654	-5.1695	-7.2987	-0.0148	0.0118	0.1149
Si	0.2585	-2.5715	21.1576	-0.0132	-0.0174	0.1331
Si	0.2668	-2.9703	-7.296	0.0123	-0.0154	0.115
Si	4.4452	-3.0577	-6.092	0.0231	-0.012	0.1439
Si	7.1076	-1.6324	18.8999	-0.0021	0.0083	0.126
Si	2.9786	5.2103	18.2865	-0.0103	-0.0027	0.1253
Si	4.5904	-1.1031	20.4641	0.013	-0.0158	0.1195
Si	5.2107	2.9771	18.287	-0.0025	-0.0104	0.1249
Si	3.0077	2.963	-2.0921	0.0099	0.0147	0.1336
Si	1.5889	-0.5048	19.4799	0.0111	-0.0006	0.1262
Si	1.7208	-5.1032	21.1564	0.0127	-0.0005	0.1413
Si	-2.4786	-2.4314	-2.092	0.015	0.0102	0.1336
Si	0.3538	3.6415	-6.2572	0.0045	-0.0171	0.1428
Si	2.3831	-0.9918	-6.0929	-0.0108	0.0235	0.1441
Si	-1.0994	4.5951	20.4619	-0.0155	0.0126	0.1196
Si	5.2048	5.147	-2.0918	-0.0157	-0.0101	0.1331
Si	-0.2935	-0.2317	-2.0928	-0.0098	-0.0154	0.133
Si	5.7724	1.7179	21.1575	-0.0008	0.0121	0.141
Si	-1.7996	-5.0813	-6.2549	-0.0162	0.0033	0.1436
Si	1.3501	-1.3462	5.4606	-0.0001	0	0.0001
Si	4.0484	1.3689	5.4571	-0.0004	-0.0001	0.0001
Si	1.3634	4.0661	5.4429	0.0001	-0.0002	0.0002
Si	4.0924	6.7916	5.4556	0.0001	-0.0001	0.0001
Si	6.8083	-1.3932	5.4567	0	-0.0002	0
Si	-1.3324	1.3472	5.4738	0	-0.0001	-0.0002
Si	6.7847	4.1063	5.4692	-0.0001	0	0
Si	-1.3801	-4.0752	5.443	-0.0002	-0.0001	0.0002
Si	2.7088	0.0118	6.8257	0	-0.0001	-0.0002
Si	5.423	2.7212	6.8006	0.0001	-0.0002	-0.0005
Si	2.7218	5.4248	6.7953	-0.0002	-0.0001	-0.0003
Si	5.4505	-2.7351	6.8226	-0.0001	-0.0001	-0.0002
Si	-2.7179	-0.0208	6.8009	-0.0002	0	-0.0005
Si	0.0208	2.717	6.8248	-0.0001	-0.0001	-0.0001
Si	-2.727	-5.4243	6.8219	0.0001	-0.0001	-0.0002
Si	-0.0228	-2.7172	6.7965	0.0002	-0.0002	-0.0005
Si	1.3678	1.3671	8.1957	0	0.0001	-0.0004
Si	4.0648	4.0663	8.1603	-0.0004	-0.0004	-0.0005
Si	1.3465	6.7915	8.1327	-0.0004	-0.0003	-0.0004
Si	4.0866	-1.3576	8.1607	0	0.0002	-0.0003
Si	6.7914	1.347	8.137	-0.0003	-0.0004	-0.0001
Si	-1.3576	4.0837	8.1608	0.0002	0	-0.0003
Si	6.8024	-4.0795	8.1917	0	0.0001	-0.0001
Si	-1.3729	-1.373	8.169	-0.0004	-0.0003	-0.0002
Si	-0.0111	-0.009	9.5024	0.0002	0	0.0003
Si	2.7294	2.7262	9.5582	0	-0.0003	-0.0001
Si	0.004	5.4449	9.5253	0.0001	-0.0002	-0.0004
Si	2.7	-2.7237	9.4797	0.0001	0	0.0003
Si	5.4463	0.0025	9.5276	0	-0.0001	-0.0002
Si	8.157	2.6997	9.4825	0.0001	0	0.0004
Si	5.4237	5.4209	9.4966	0	0	0.0003
Si	8.1594	-2.7195	9.5532	0.0001	-0.0002	-0.0005
O	5.5627	2.41	19.7336	-0.0163	0.029	-0.1031
O	2.4395	2.1483	-3.3485	-0.0344	-0.0332	-0.0931
O	2.8594	0.1233	16.723	0.0048	0.0041	-0.0337
O	5.498	-2.7498	16.6169	-0.005	-0.0032	-0.0316
O	0.242	5.1167	21.2207	-0.0095	-0.0064	-0.0463
O	6.462	3.7903	17.6711	0.0206	0.0163	-0.0607
O	0.2451	0.6084	-3.3464	0.0356	0.0333	-0.0927
O	3.7588	1.9014	-1.1393	-0.0209	0.0255	-0.0649
O	5.4683	0.029	-0.4042	0.0002	0.0004	-0.0222
O	-0.8384	-3.7823	-6.4286	0.0186	0.0162	-0.0517
O	1.5465	-3.5172	21.3904	-0.0018	0.0023	-0.0465
O	3.7927	-4.4193	17.6703	0.0164	0.0206	-0.061
O	5.5317	-1.5704	19.2382	0.0265	-0.0067	-0.0603
O	0.9493	-0.9241	-1.307	-0.0247	0.0229	-0.0656
O	-1.3389	-1.3785	-2.5561	0.0004	-0.0003	-0.043
O	0.0015	5.442	-0.4786	0.0002	-0.0002	-0.0252
O	7.3372	-1.6871	-1.1368	0.0256	-0.0218	-0.0646
O	7.3578	1.5449	21.3968	0.0028	-0.0023	-0.0462
O	0.1215	2.8629	16.7224	0.0041	0.005	-0.0336
O	-1.1292	0.8069	20.7481	0.0257	0.0149	-0.0591
O	6.2488	4.3958	-1.1227	-0.024	0.0217	-0.0677
O	3.4864	-1.9523	-5.3938	-0.0015	-0.0029	-0.0532
O	1.7766	3.6531	-1.2883	0.0255	-0.0225	-0.0658
O	1.0389	1.0414	19.3552	0.0005	0.0004	-0.0397
O	-1.2924	1.2664	18.0713	-0.011	-0.0002	-0.0979
O	5.1145	0.2384	21.2203	-0.0059	-0.0098	-0.0463
O	6.0489	-5.1917	-3.3415	0.0329	0.0349	-0.0931
O	1.2632	-1.2908	18.0731	0.0002	-0.0115	-0.0976
O	2.0581	0.2608	-5.1443	0.0237	-0.0487	-0.0886
O	-1.5619	-5.3418	19.2359	-0.0062	0.0248	-0.0607
O	3.1532	-0.7039	19.8465	-0.0286	0.0084	-0.0474
O	8.1308	-5.3808	16.6195	-0.0029	-0.0051	-0.0318
O	7.9437	-4.82	-5.1445	0.045	-0.0197	-0.091
O	7.3164	-1.0584	17.3993	-0.0075	0.0007	-0.0883
O	1.0491	-1.8716	-6.3877	-0.0173	-0.0186	-0.0544
O	7.7566	-3.1224	19.0196	0.0009	0.0003	-0.0431
O	-1.0388	0.8163	-1.1236	0.0222	-0.0246	-0.0654
O	5.0133	-2.3983	-7.4467	0.0336	0.0173	-0.101
O	-0.9009	4.5418	-5.7869	0.005	0.0043	-0.0456
O	0.6194	2.5056	-5.1468	-0.0201	0.0462	-0.0909
O	4.5121	-4.4915	-1.3043	0.0229	-0.0251	-0.0654
O	3.5627	-4.3899	-6.3862	-0.0184	-0.0169	-0.0549
O	4.8449	1.7303	17.3408	-0.016	-0.0247	-0.0627
O	5.6974	-3.3837	-5.1433	-0.0478	0.0235	-0.0896
O	1.3787	-4.0565	-7.8519	0.0017	0.0012	-0.0411
O	7.8347	-0.6561	19.9323	-0.0104	-0.0267	-0.0713
O	7.5871	-2.9964	-3.3502	-0.0334	-0.0342	-0.093
O	-1.7843	-3.663	-1.2924	-0.0223	0.0257	-0.0656
O	-0.0464	2.9017	-7.6399	0.0031	-0.0352	-0.0931
O	-0.703	3.1569	19.8448	0.0085	-0.0293	-0.0466
O	-2.353	4.681	21.5027	0.0403	-0.0192	-0.0757
O	-0.6581	-3.0359	19.9312	-0.0271	-0.0111	-0.0719
O	3.0437	-0.4243	-7.4475	0.0168	0.0331	-0.1015
O	-2.5381	5.4052	-7.6401	-0.0357	0.004	-0.0928
O	2.4128	-5.3157	19.733	0.0308	-0.0159	-0.103
O	4.6755	-2.3543	21.5078	-0.0184	0.04	-0.0756
O	2.7166	-2.7209	-0.4906	0.0002	-0.0001	-0.0252
O	8.1305	2.6909	-0.4009	-0.0004	-0.0002	-0.0222
O	-1.0593	-3.5572	17.397	0.0011	-0.0081	-0.088
O	1.6529	4.6015	-6.4367	0.0168	0.018	-0.0509
O	3.9332	3.9324	18.4007	0.0009	0.0004	-0.045
O	0.804	-1.1236	20.7521	0.0152	0.0255	-0.0588
O	1.7314	4.8458	17.3404	-0.024	-0.0164	-0.0623
O	4.0567	4.105	-2.5599	-0.0007	0.0005	-0.0437

Results
free energy: -118378.543 eV
free energy less fixed offsets of O -570.45, Si -639.56 eV per atom: -6.063 eV

The program warned: the cutoff lies below the one the program advises for these potential files; the forces do not sum to zero within the program's tolerance; empty levels may hold ghost states of the PAW files; the exchange-correlation potential is rough where the density is thin.
